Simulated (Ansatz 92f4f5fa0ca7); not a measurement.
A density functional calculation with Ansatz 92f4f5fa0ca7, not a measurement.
Periodic cell of 237 atoms, Si146O90As1, from a study of silicon, its oxide and their interface. The atomic structure is a simulated model.
Doubt: the cutoff is far below the 930 eV that the study's wrapper takes by default for these files, so forces and energies are approximate.
This geometry differs little from another in the collection (a relaxation step or a small displacement).

Settings: functional PBE; potential files Ansatz PAW; basis plane waves; wave-function cutoff 580 eV; density cutoff ratio 5; exchange-correlation grid ratio 1; k mesh 1 x 1 x 1, Gamma-centred; self-consistency stop 5e-08 eV per atom in the density residual; occupations fixed; spin none; net charge +1 e, with a uniform compensating background and no finite-size correction.

Cell vectors (angstrom)
a, 11.6015, 0, 0
b, 0, 10.938, 0
c, 0, 0, 32.0622

Atoms and the computed forces on them: element, x, y, z (angstrom), force x, y, z (eV/angstrom)
Si, -0.1862, -0.074, 23.2824, 0.0023, 0.005, 0.0058
Si, 3.6837, 0.1906, 23.1167, -0.0003, 0.0044, 0.0044
Si, 7.56, -0.141, 23.4406, -0.0006, 0.0054, 0.0016
Si, 1.6982, 1.3629, 23.4254, -0.0012, -0.0055, 0.0029
Si, 5.7436, 1.4023, 23.1874, -0.0001, -0.0055, 0.0026
Si, 9.4538, 1.2193, 23.3732, 0.0004, -0.0042, 0.0047
Si, 0.1657, 5.3117, 23.4604, 0.0014, 0.0052, 0.0021
Si, 4.1302, 5.2939, 23.402, 0.0025, 0.0048, 0.0021
Si, 8.0361, 5.6038, 23.5463, -0.0016, 0.0042, 0.0015
Si, 2.1664, 6.5776, 23.373, -0.0023, -0.005, 0.0028
Si, 5.972, 6.7687, 23.4824, 0.0014, -0.0055, 0.0026
Si, 10.0111, 6.8623, 23.6, 0.0003, -0.0052, 0.0023
Si, 1.9103, 2.6624, 25.3863, 0.0013, 0.0001, -0.0029
Si, 5.8416, 2.6525, 25.2496, 0.0013, -0.0004, -0.0023
Si, 9.6366, 2.6835, 25.2665, -0.0003, -0.0014, -0.0005
Si, 11.6034, 4.0029, 25.386, -0.0007, 0, 0.0002
Si, 3.902, 3.9665, 25.3253, -0.0023, -0.0003, 0.0011
Si, 7.7501, 4.0903, 25.3459, -0.0002, 0.0015, 0.0015
Si, 1.9796, 8.1495, 25.1883, 0.0002, -0.0003, -0.0001
Si, 5.7836, 8.1664, 25.3678, -0.0004, -0.0001, 0.0007
Si, 9.7168, 8.2593, 25.435, -0.0001, -0.0002, 0.0021
Si, 11.6446, 9.5558, 25.2689, -0.0003, 0.0006, -0.0028
Si, 3.8741, 9.5832, 25.0769, 0.0008, 0.0003, -0.0012
Si, 7.698, 9.5181, 25.4061, 0.0009, -0.0004, -0.001
Si, 11.653, -0.0112, 27.2115, -0.0009, 0.0014, 0.0007
Si, 3.9076, -0.0526, 27.1196, 0.0008, 0.0018, -0.0013
Si, 7.7655, -0.0234, 27.2903, 0.001, -0.0002, 0.0014
Si, 1.9896, 1.3109, 27.2875, 0.0001, -0.0012, 0.0011
Si, 5.8379, 1.319, 27.1989, -0.0008, -0.0018, -0.0001
Si, 9.6985, 1.3297, 27.2122, 0.0005, -0.0008, -0.001
Si, 11.5953, 5.4688, 27.2373, 0.0001, 0.0016, 0.0004
Si, 3.8524, 5.4194, 27.2166, 0.0002, 0.0018, 0.0007
Si, 7.7195, 5.4619, 27.2699, 0.0001, -0.0001, 0.0007
Si, 1.9421, 6.8196, 27.1687, -0.0003, -0.0032, -0.0005
Si, 5.766, 6.7959, 27.2773, 0.0007, -0.0016, 0.0008
Si, 9.6598, 6.817, 27.2955, -0.0015, -0.0008, -0.0003
Si, 1.9479, 2.7219, 29.1884, -0.003, 0.0007, 0.001
Si, 5.8011, 2.7213, 29.1234, -0.0002, 0.001, 0.0026
Si, 9.6829, 2.7262, 29.1445, -0.0017, 0.0002, 0.0029
Si, 0.0153, 4.0947, 29.1629, 0.0019, -0.0014, -0.0017
Si, 3.8695, 4.0893, 29.1716, 0.0023, 0.0001, -0.0016
Si, 7.7383, 4.0855, 29.1845, 0.0015, 0, -0.0031
Si, 1.944, 8.188, 29.1147, 0.0007, 0.0011, 0.0004
Si, 5.7989, 8.1843, 29.1878, 0.0028, 0, -0.0033
Si, 9.6758, 8.1922, 29.2168, 0.0018, -0.0005, -0.0033
Si, 0.0098, 9.5551, 29.1499, -0.0006, 0.0005, 0.0024
Si, 3.8777, 9.5568, 29.1061, -0.0017, 0.001, 0.0049
Si, 7.7388, 9.5441, 29.2076, -0.0026, -0.0001, -0.0007
Si, 0.0035, 0.0006, 31.091, -0.0002, -0.0005, -0.0003
Si, 3.8631, 0.0054, 31.0583, 0.0001, -0.0022, -0.0009
Si, 7.732, 0.0085, 31.112, 0.0005, 0.0007, 0.0005
Si, 1.9318, 1.3694, 31.1199, 0.0005, -0.0002, 0.0014
Si, 5.7978, 1.3691, 31.0623, -0.0007, -0.0007, -0.0013
Si, 9.6701, 1.3636, 31.0898, 0.0004, 0.0007, -0.0013
Si, 0.0121, 5.4701, 31.0929, 0.0001, -0.0001, -0.0001
Si, 3.8722, 5.4767, 31.0992, -0.0005, -0.0016, 0.001
Si, 7.743, 5.4669, 31.1203, 0.0004, -0.0008, 0
Si, 1.941, 6.8421, 31.0673, 0.0001, 0, -0.0004
Si, 5.8071, 6.8314, 31.1183, -0.0001, -0.0002, 0.0009
Si, 9.68, 6.828, 31.144, -0.0004, 0.0006, 0.0008
Si, 1.9313, 2.7544, 0.9882, -0.0012, 0.0011, -0.0022
Si, 5.7962, 2.7516, 0.9256, 0.0017, 0.0008, 0.0017
Si, 9.6672, 2.7378, 0.968, -0.0007, -0.0001, -0.0015
Si, -0.0115, 4.1108, 0.9615, 0.0023, -0.0007, 0.0016
Si, 3.8657, 4.1192, 0.9771, -0.0006, 0.0005, -0.0004
Si, 7.7398, 4.1112, 0.9946, -0.0016, -0.0014, -0.0008
Si, 1.9309, 8.2202, 0.9389, -0.0006, 0.0007, 0.003
Si, 5.7978, 8.2304, 0.9657, -0.0007, 0.0001, 0.0013
Si, 9.6686, 8.2257, 1.0049, 0.0011, 0.0002, -0.0006
Si, -0.0013, 9.5933, 0.9821, 0.0006, -0.0014, -0.0027
Si, 3.8608, 9.5935, 0.9548, -0.0003, 0.0007, -0.0023
Si, 7.737, 9.584, 0.9843, -0.0003, 0.0003, -0.0012
Si, 11.6084, 0.0399, 2.9216, 0.0002, 0.0012, 0.0009
Si, 3.8546, 0.0294, 2.9082, 0.0004, 0.0004, 0.0002
Si, 7.7386, 0.0301, 2.9021, -0.0006, 0.0003, 0.0001
Si, 1.9333, 1.4066, 2.9287, -0.0011, -0.0005, -0.0002
Si, 5.8092, 1.374, 2.8349, -0.0002, 0.001, -0.0021
Si, 9.6602, 1.39, 2.921, 0, -0.0008, -0.001
Si, 11.5644, 5.5084, 2.8702, 0.0008, 0.0011, -0.0009
Si, 3.8757, 5.5056, 2.9091, -0.0018, 0.0014, -0.0002
Si, 7.7373, 5.5192, 2.9172, 0.0005, 0.0019, 0.0002
Si, 1.9116, 6.8296, 2.8528, -0.0008, -0.0016, -0.0017
Si, 5.809, 6.8675, 2.8879, -0.0002, -0.0008, -0.0007
Si, 9.6594, 6.9052, 2.9697, 0.0004, -0.002, -0.0004
Si, 1.9116, 2.8399, 4.8239, -0.0003, -0.0004, 0
Si, 5.8316, 2.7368, 4.7441, 0.0001, -0.0003, 0.0012
Si, 9.5979, 2.7988, 4.8364, 0.0017, -0.0009, 0.0006
Si, 11.5389, 4.137, 4.7815, 0.0004, 0.0002, -0.0002
Si, 3.9135, 4.1106, 4.8245, 0.0013, 0.0019, 0.0018
Si, 7.7169, 4.2096, 4.88, -0.0003, 0.0002, 0.0013
Si, 1.8838, 8.1574, 4.7928, 0.0009, -0.0003, 0.0003
Si, 5.8048, 8.2691, 4.7864, 0.0007, -0.0008, 0.0017
Si, 9.658, 8.3287, 4.9093, -0.0014, -0.0005, 0
Si, 11.6279, 9.6608, 4.889, -0.0002, -0.0001, -0.0007
Si, 3.8146, 9.4942, 4.7829, -0.0014, 0.0028, 0.0018
Si, 7.7195, 9.6844, 4.8875, 0.0004, 0.0011, 0.0012
Si, 11.5936, 0.2342, 6.7821, 0.0024, 0.0045, -0.0005
Si, 3.7497, -0.0428, 6.646, 0.0028, 0.0025, -0.0046
Si, 7.7062, 0.0668, 6.9034, 0.0016, 0.0045, -0.0057
Si, 2.0402, 1.5107, 6.7562, -0.0019, -0.004, -0.0033
Si, 5.7066, 1.2882, 6.6186, -0.0015, -0.0066, -0.0013
Si, 9.64, 1.5252, 6.8366, -0.0049, -0.0059, -0.0027
Si, 11.5203, 5.5001, 6.6975, -0.0017, 0.0047, -0.003
Si, 3.9731, 5.4419, 6.7935, 0.0028, 0.0026, -0.0039
Si, 7.7296, 5.6775, 6.8169, 0.0002, 0.0039, -0.0042
Si, 1.9652, 6.6521, 6.6397, 0.0006, -0.0044, 0.0004
Si, 5.8038, 6.9844, 6.7421, -0.0011, -0.0043, -0.0036
Si, 9.75, 7.0418, 6.906, -0.0009, -0.0065, -0.0043
O, 10.001, 7.9702, 8.3073, 0.0019, 0.0044, 0.0047
O, 7.6568, 9.9491, 8.2258, -0.0011, -0.0018, 0.0043
O, 7.3875, 4.7353, 8.1579, -0.0004, -0.0032, 0.0057
O, 3.3801, 10.3524, 8.2064, -0.0005, -0.0023, 0.0073
O, 1.993, 7.5813, 8.0144, -0.0026, 0.0003, 0.0031
O, 3.994, 4.5914, 8.2528, -0.0011, -0.0029, 0.0035
O, 9.7625, 2.4586, 8.2328, 0.0017, 0.0033, 0.004
O, 2.6021, 2.34, 8.1285, -0.0007, 0.0011, 0.0016
O, 11.3817, 4.589, 8.0872, -0.001, -0.0035, 0.0039
O, 5.3553, 2.3664, 7.8326, -0.0012, 0.0028, 0.0021
O, 5.8082, 7.9844, 8.0923, 0.0011, 0.0034, 0.0044
O, 11.3485, 10.3112, 8.1763, 0.0004, -0.0036, 0.0042
O, 11.2829, 10.0749, 21.7973, -0.0007, -0.0054, -0.0056
O, 3.2536, 10.6864, 21.5362, 0.0012, -0.0032, -0.0053
O, 5.7807, 7.7683, 22.1546, 0.0001, 0.0041, -0.0034
O, 4.2328, 4.4562, 21.9419, 0.0008, -0.0022, -0.0032
O, 7.6872, 9.6879, 22.1684, -0.0013, -0.0032, -0.0031
O, 10.2995, 7.6587, 22.1649, 0.0008, 0.0024, -0.0057
O, 1.6253, 2.3794, 22.1089, -0.0008, 0.0042, -0.0048
O, 5.9469, 2.4283, 21.8646, -0.0005, 0.0038, -0.0036
O, 8.4424, 4.7015, 22.2024, 0.0005, -0.0007, -0.0049
O, -0.0601, 4.4428, 22.0342, 0.0008, -0.0029, -0.0044
O, 2.3588, 7.3496, 21.9163, -0.0001, 0.0019, -0.0072
O, 9.1514, 1.8822, 21.8731, 0, 0.0015, -0.0067
Si, 1.9033, 7.7962, 9.5926, 0.0015, -0.0002, -0.0085
Si, 5.0303, 0.5916, 17.7054, -0.0023, 0.0019, 0.0025
Si, 2.5025, 5.4247, 14.0214, 0.0088, -0.0076, -0.0064
Si, 10.556, 3.8433, 14.0532, -0.0003, -0.0121, -0.0045
Si, 8.2793, 2.3836, 15.2806, -0.0043, -0.001, 0
Si, 9.5665, 2.2384, 20.3515, 0.0003, 0.0017, 0.0053
Si, 10.4846, 3.6667, 9.0718, -0.0007, -0.0002, -0.0058
Si, 0.0466, 2.3244, 11.5704, 0.0006, 0.0008, -0.0081
As, 11.0076, 8.1496, 15.4306, -0.0512, -0.0288, -0.009
Si, 5.1764, 6.9379, 13.995, 0.0049, -0.0004, -0.0017
Si, 5.7375, 2.6315, 11.11, -0.0007, -0.0008, -0.0039
Si, 8.6064, 7.643, 19.4044, -0.0039, -0.0023, 0.0092
Si, 8.1226, 4.8262, 20.6198, -0.0018, -0.002, 0.0041
Si, 5.9207, 9.6018, 15.207, -0.0042, 0.0043, -0.0033
Si, 2.12, 7.6319, 20.3435, 0.0041, 0.0042, 0.0087
Si, 1.9417, 4.8802, 18.8067, 0.0132, -0.003, 0.0146
Si, 4.4896, 3.4453, 18.0151, 0.0034, -0.0035, 0.0015
Si, 8.4427, 8.9419, 16.867, -0.0296, -0.0129, 0.0119
Si, 0.8224, 9.5001, 13.2305, -0.001, 0.0066, -0.0473
Si, 9.8926, 10.6343, 11.7213, -0.0047, 0.0063, -0.0103
Si, 5.3535, 3.7038, 21.0157, 0.0014, -0.0009, 0.0053
Si, 0.6015, 5.475, 16.2822, 0.0195, -0.0335, -0.0132
Si, 10.7858, 9.146, 9.1418, -0.0005, 0, -0.0084
Si, 6.5765, 8.8835, 21.2801, -0.0006, 0.0014, 0.0056
Si, 7.0894, 7.112, 11.4611, -0.01, -0.0003, -0.0101
Si, 2.6857, 0.7699, 12.1931, 0.0086, 0.0093, -0.0102
Si, 10.8984, 8.6723, 21.0482, -0.0004, 0.0031, 0.0095
Si, 6.0477, 4.3249, 15.6409, -0.0011, -0.0018, 0.0016
Si, 7.0772, 0.5077, 12.9761, -0.0042, 0.0018, -0.0046
Si, 4.0478, 2.9831, 8.5865, 0.0004, 0.0037, -0.0041
Si, 0.9034, 6.7295, 11.8874, 0.003, -0.0033, -0.0093
Si, 6.5676, 9.0561, 9.0652, -0.0031, 0.0016, -0.0066
Si, 0.6782, 3.2764, 21.1534, -0.0022, -0.0029, 0.0093
Si, 9.7587, 6.4629, 12.8496, 0.0027, -0.004, -0.0153
Si, 7.6975, 4.5426, 9.7354, -0.0012, -0.0017, -0.0062
Si, 3.991, 10.0592, 20.2158, 0.0012, 0.0014, 0.0056
Si, 4.273, 3.0365, 13.543, 0.0032, 0.0022, -0.001
Si, 3.8559, 10.0125, 9.727, 0.0038, 0.0023, -0.0126
Si, 8.0411, 0.8028, 18.0664, -0.0013, 0.0127, 0.0059
O, 11.5218, 3.2154, 12.9263, -0.0007, 0.0023, 0.0021
O, 9.3227, 4.4977, 9.8905, -0.0001, 0.0015, 0.0025
O, 8.8063, 3.5821, 19.8467, 0.0005, -0.0006, -0.0011
O, 4.0231, -0.0526, 18.809, 0.0007, -0.0002, -0.0016
O, 11.2883, 4.5996, 15.2977, 0.0006, 0.0134, 0.0074
O, 9.8529, 9.7909, 10.3295, 0.0001, 0.0027, 0.0066
O, 3.76, 1.5339, 13.1577, -0.003, -0.0023, 0.0006
O, 0.7073, 9.0977, 14.876, -0.0527, -0.0628, 0.051
O, 6.4628, 1.0107, 18.3999, 0.0016, -0.0007, 0.0001
O, 4.7387, 3.1772, 19.6021, -0.0009, 0, -0.0047
O, 6.237, 1.2012, 11.7585, 0.0012, -0.0005, 0.003
O, 0.5248, 8.6182, 9.9168, -0.0012, 0.0004, 0.002
O, 5.6364, 4.3266, 17.2262, -0.0005, 0.0006, -0.0008
O, 8.4275, 7.1877, 12.3786, 0.0152, -0.0019, 0.0116
O, 4.3927, 2.6406, 10.1591, 0.0005, -0.0016, 0.0051
O, 2.0429, 5.7065, 15.5686, -0.0067, 0.0064, 0.0061
O, 3.3766, 0.059, 10.9229, -0.0055, 0.0031, 0.009
O, 5.8847, 7.2352, 12.5526, 0.0008, 0, 0.0015
O, 2.2986, 6.3561, 19.354, -0.0015, -0.0025, -0.0042
O, 0.6483, 4.9164, 17.7869, -0.013, 0.0114, -0.0091
O, 8.4032, 10.6974, 12.3721, 0.0024, -0.0017, 0.0011
O, 5.4738, 10.0667, 9.7216, -0.0006, 0, 0.0022
O, 0.6014, 8.1826, 20.201, -0.0001, -0.0015, -0.0038
O, 9.7841, 2.6026, 14.7308, 0.0022, 0.0008, 0.0007
O, 1.9457, 10.6368, 13.1914, -0.0065, -0.0033, 0.0157
O, 9.9519, 9.2393, 16.1708, 0.0443, -0.0174, -0.0108
O, 6.145, 10.3724, 13.7861, 0.0011, -0.0008, 0.0016
O, 7.4862, 1.6069, 14.1022, 0.0013, 0, 0.0012
O, 1.6658, 3.9066, 20.0443, 0.0018, 0.0025, -0.0071
O, 5.9145, 5.7876, 14.9115, -0.0002, 0.0017, -0.0007
O, 7.366, 8.9535, 15.6728, 0.0117, -0.0004, -0.0002
O, 1.5467, 1.7337, 11.5847, -0.0017, -0.0004, 0.003
O, 7.2031, 8.2972, 10.3621, 0.0023, -0.0032, 0.0058
O, 4.322, 1.9938, 17.2692, -0.0001, 0.0002, -0.0004
O, 7.0306, 3.1694, 10.2915, 0, 0.0004, 0.002
O, 11.5392, 7.0094, 16.5684, -0.0149, 0.0849, -0.0499
O, 8.2306, 10.1473, 17.8757, 0.006, -0.0036, -0.0031
O, 3.247, 8.5463, 10.1105, -0.0019, -0.003, 0.0027
O, 7.6018, 3.8438, 15.5378, 0.0012, -0.0005, 0.0001
O, 3.1259, 4.3027, 17.8706, -0.0053, 0.002, -0.0019
O, 2.9138, 3.8901, 13.7649, 0.0001, 0.0013, 0.0017
O, 1.3526, 8.1787, 12.4932, 0.0006, 0.0022, 0.0042
O, 1.2195, 5.6645, 13.0603, -0.0039, 0.0028, 0.003
O, 4.9929, 8.3048, 14.8764, 0.0002, 0, 0.0019
O, 11.1866, 2.3937, 20.3167, 0.0003, -0.0004, -0.0021
O, 10.917, 9.9043, 12.7939, 0.0066, -0.0057, 0.0143
O, 5.2685, 3.5885, 12.3641, -0.0029, 0.0005, 0.0037
O, 5.1204, 3.1832, 14.9182, -0.0008, 0.0007, -0.0023
O, 6.4932, 4.7875, 20.5317, 0.0009, 0.0004, -0.0015
O, 8.3934, 1.5426, 16.6609, 0.0022, -0.0035, -0.0009
O, 10.4683, 1.1997, 11.5153, 0.0012, -0.0041, 0.0036
O, 10.8869, 6.6427, 11.7027, -0.0042, 0.0014, 0.0107
O, 3.2488, 8.6734, 19.8239, -0.0014, -0.0016, -0.0013
O, 1.7249, 6.4402, 10.5163, -0.0024, -0.0006, 0.006
O, 7.1875, 8.1646, 19.9664, 0.0038, -0.0028, -0.004
O, 8.5332, 7.5828, 17.7468, 0.0076, 0.0038, -0.0082
O, 3.6776, 6.4449, 13.6242, -0.0038, 0, 0.0012
O, 9.5555, 4.9311, 13.3338, -0.0015, 0.0114, 0.0017
O, 5.5382, 9.965, 20.6879, 0, -0.0014, -0.0025
O, 10.1687, 7.3283, 14.2229, 0.0596, 0.0406, 0.0477
O, 8.8072, 6.1276, 19.9267, 0.0012, 0.0029, -0.0023
O, 7.04, 5.7092, 10.6576, -0.0004, 0.0036, 0.0034
O, 5.2891, 10.5433, 16.3965, 0.0012, -0.002, -0.0013
O, 9.0681, 1.1343, 19.2662, -0.0007, -0.0031, -0.0041
O, 11.5321, 3.1828, 10.2115, 0.0009, -0.0023, 0.006
O, 9.7644, 8.6941, 19.8653, -0.0008, -0.0006, -0.006

Results
free energy: -148851.470 eV
free energy less fixed offsets of As -4856.12, O -568.88, Si -635.61 eV per atom: 2.910 eV

The program warned: the cutoff lies below the one the program advises for these potential files; the exchange-correlation potential is rough where the density is thin.
